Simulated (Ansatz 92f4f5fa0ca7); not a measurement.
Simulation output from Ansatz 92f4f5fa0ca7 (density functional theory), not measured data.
Periodic cell of 288 atoms, Si196O92, from a study of silicon, its oxide and their interface. The atomic structure is a simulated model.
Doubt: the cutoff is far below the 930 eV that the study's wrapper takes by default for these files, so forces and energies are approximate.
This geometry differs little from another in the collection (a relaxation step or a small displacement).

Settings: functional PBE; potential files Ansatz PAW; basis plane waves; wave-function cutoff 580 eV; density cutoff ratio 5; exchange-correlation grid ratio 1; k mesh 1 x 1 x 1, Gamma-centred; self-consistency stop 5e-08 eV per atom in the density residual; occupations fixed; spin none; net charge 0.

Cell vectors (angstrom)
a, 11.6015, 0, 0
b, 0, 10.938, 0
c, 0, 0, 40.5595

Atoms: element, x, y, z (angstrom)
Si, 0, 0, 0.9665
Si, 3.8672, 0, 0.9665
Si, 7.7343, 0, 0.9665
Si, 1.9336, 1.3673, 0.9665
Si, 5.8008, 1.3673, 0.9665
Si, 9.6679, 1.3673, 0.9665
Si, 0, 5.469, 0.9665
Si, 3.8672, 5.469, 0.9665
Si, 7.7343, 5.469, 0.9665
Si, 1.9336, 6.8362, 0.9665
Si, 5.8008, 6.8362, 0.9665
Si, 9.6679, 6.8362, 0.9665
Si, 1.9336, 2.7345, 39.5924
Si, 5.8008, 2.7345, 39.5924
Si, 9.6679, 2.7345, 39.5924
Si, 0, 4.1018, 39.5924
Si, 3.8672, 4.1018, 39.5924
Si, 7.7343, 4.1018, 39.5924
Si, 1.9336, 8.2035, 39.5924
Si, 5.8008, 8.2035, 39.5924
Si, 9.6679, 8.2035, 39.5924
Si, 0, 9.5708, 39.5924
Si, 3.8672, 9.5708, 39.5924
Si, 7.7343, 9.5708, 39.5924
Si, 0, 0, 4.8337
Si, 3.8672, 0, 4.8337
Si, 7.7343, 0, 4.8337
Si, 1.9336, 1.3673, 4.8337
Si, 5.8008, 1.3673, 4.8337
Si, 9.6679, 1.3673, 4.8337
Si, 0, 5.469, 4.8337
Si, 3.8672, 5.469, 4.8337
Si, 7.7343, 5.469, 4.8337
Si, 1.9336, 6.8362, 4.8337
Si, 5.8008, 6.8362, 4.8337
Si, 9.6679, 6.8362, 4.8337
Si, 1.9336, 2.7345, 2.9001
Si, 5.8008, 2.7345, 2.9001
Si, 9.6679, 2.7345, 2.9001
Si, 0, 4.1018, 2.9001
Si, 3.8672, 4.1018, 2.9001
Si, 7.7343, 4.1018, 2.9001
Si, 1.9336, 8.2035, 2.9001
Si, 5.8008, 8.2035, 2.9001
Si, 9.6679, 8.2035, 2.9001
Si, 0, 9.5708, 2.9001
Si, 3.8672, 9.5708, 2.9001
Si, 7.7343, 9.5708, 2.9001
Si, 0.4052, 0.023, 29.7697
Si, 4.1337, 0.1123, 29.9513
Si, 7.4921, -0.1238, 29.9011
Si, 2.2284, 1.4208, 29.7961
Si, 5.9375, 1.5965, 30.1283
Si, 9.6148, 1.8916, 29.627
Si, 0.2222, 5.2338, 29.9868
Si, 4.111, 5.3666, 30.0128
Si, 7.9964, 5.7012, 29.8833
Si, 2.077, 6.6787, 29.9366
Si, 5.9213, 6.8346, 29.9899
Si, 10.0707, 6.8359, 29.9364
Si, 2.017, 2.6559, 31.8456
Si, 5.8741, 2.8938, 32.0385
Si, 9.5999, 2.7857, 31.8256
Si, 0.0476, 3.964, 31.9136
Si, 3.868, 4.1254, 31.9876
Si, 7.793, 4.2947, 31.8575
Si, 2.0241, 8.1943, 31.8217
Si, 5.8579, 8.2223, 31.9059
Si, 9.7986, 8.2506, 31.8227
Si, 0.1009, 9.6437, 31.7794
Si, 3.934, 9.6155, 31.8551
Si, 7.7939, 9.5515, 31.8746
Si, 0.07, 0.0193, 33.7487
Si, 3.9481, 0.0106, 33.8077
Si, 7.7985, -0.004, 33.796
Si, 2.0136, 1.3454, 33.8015
Si, 5.8847, 1.3863, 33.8472
Si, 9.7092, 1.3657, 33.7339
Si, 0.0555, 5.4637, 33.7684
Si, 3.8899, 5.5207, 33.8625
Si, 7.7979, 5.5591, 33.8227
Si, 1.9644, 6.8725, 33.7941
Si, 5.8335, 6.8608, 33.8293
Si, 9.7522, 6.8789, 33.7727
Si, 1.9612, 2.7384, 35.7212
Si, 5.841, 2.7565, 35.7565
Si, 9.7045, 2.729, 35.6946
Si, 0.0294, 4.1084, 35.7157
Si, 3.892, 4.1013, 35.7453
Si, 7.7804, 4.1168, 35.7136
Si, 1.9472, 8.2256, 35.7306
Si, 5.8283, 8.2236, 35.7484
Si, 9.7126, 8.2154, 35.726
Si, 0.023, 9.6008, 35.7071
Si, 3.896, 9.5746, 35.7326
Si, 7.7721, 9.5703, 35.7288
Si, 0, 0, 37.6588
Si, 3.8672, 0, 37.6588
Si, 7.7343, 0, 37.6588
Si, 1.9336, 1.3673, 37.6588
Si, 5.8008, 1.3673, 37.6588
Si, 9.6679, 1.3673, 37.6588
Si, 0, 5.469, 37.6588
Si, 3.8672, 5.469, 37.6588
Si, 7.7343, 5.469, 37.6588
Si, 1.9336, 6.8362, 37.6588
Si, 5.8008, 6.8362, 37.6588
Si, 9.6679, 6.8362, 37.6588
Si, 1.9084, 2.7186, 6.7794
Si, 5.7848, 2.7346, 6.7705
Si, 9.6184, 2.7259, 6.7724
Si, -0.0288, 4.0707, 6.7178
Si, 3.8418, 4.0869, 6.7698
Si, 7.702, 4.1119, 6.7827
Si, 1.9069, 8.2121, 6.7381
Si, 5.7731, 8.1842, 6.7664
Si, 9.635, 8.2112, 6.751
Si, -0.0327, 9.5793, 6.7875
Si, 3.8528, 9.5578, 6.7482
Si, 7.69, 9.5597, 6.7846
Si, -0.0799, 0.0238, 8.7303
Si, 3.8553, 0.0188, 8.6472
Si, 7.6487, -0.0554, 8.7638
Si, 1.9029, 1.3247, 8.7094
Si, 5.7718, 1.3883, 8.721
Si, 9.5526, 1.3264, 8.6898
Si, -0.0328, 5.4482, 8.6055
Si, 3.8289, 5.4385, 8.7136
Si, 7.6921, 5.4689, 8.7386
Si, 1.9099, 6.8266, 8.6389
Si, 5.7468, 6.8121, 8.6991
Si, 9.6363, 6.8077, 8.6428
Si, 1.9056, 2.6547, 10.6574
Si, 5.7724, 2.7438, 10.6843
Si, 9.5281, 2.6423, 10.6321
Si, -0.0843, 3.8771, 10.3628
Si, 3.793, 4.1062, 10.6919
Si, 7.6766, 4.1537, 10.7255
Si, 1.8806, 8.3462, 10.4369
Si, 5.6816, 8.151, 10.6415
Si, 9.6173, 8.128, 10.5811
Si, -0.0834, 9.6007, 10.6619
Si, 3.8471, 9.6678, 10.5983
Si, 7.6648, 9.4448, 10.7053
Si, 0.3294, -0.2454, 12.7923
Si, 3.9312, 0.1331, 12.5623
Si, 7.6965, -0.2755, 12.7475
Si, 1.9912, 1.4199, 12.7197
Si, 5.9433, 1.3286, 12.6167
Si, 9.3313, 1.3907, 12.6818
Si, -0.0697, 5.3101, 12.1147
Si, 3.5305, 5.5696, 12.5836
Si, 7.5622, 5.5393, 12.7395
Si, 1.6325, 6.9302, 12.2249
Si, 5.5631, 6.8327, 12.6298
Si, 9.6503, 6.6861, 12.4619
O, 7.4427, 4.6811, 14.1791
O, -12.9167, 7.7019, 13.6383
O, 7.7895, 9.7937, 14.2
O, 0.5622, 20.4753, 13.969
O, 28.7715, -3.0411, 13.911
O, 3.0725, 4.6869, 13.9303
O, 10.6971, 0.7188, 13.2875
O, 15.0855, 8.1028, 15.4983
O, 1.8694, 13.2926, 14.1219
O, 32.0935, 2.5326, 13.7905
O, 6.1944, 2.3132, 13.965
O, -7.7569, 9.9902, 13.8151
O, 11.1708, 12.3709, 29.4382
O, 2.0281, 2.3579, 28.4272
O, 5.522, 7.6261, 28.5726
O, -16.2225, 9.8126, 28.6998
O, 10.5296, 7.7053, 28.5691
O, 0.2105, 4.3297, 28.5667
O, 1.6852, -3.2992, 28.6206
O, 4.8103, 2.1225, 27.2539
O, -30.375, -6.6914, 28.8062
O, 15.9284, -0.8832, 28.6143
O, 11.9226, 9.952, 28.4773
O, 8.9241, 11.3662, 29.3376
Si, 11.8956, 4.2289, 20.1438
Si, 2.8655, 7.9627, 16.9932
Si, 8.2784, 4.3103, 28.029
Si, 6.4519, 2.4388, 23.4279
Si, 11.0069, 12.581, 18.4662
Si, 0.8313, 5.952, 16.4194
Si, 8.6138, 0.4085, 24.3513
Si, 1.713, 10.4979, 18.2995
Si, 9.6734, 5.2457, 25.2775
Si, 4.7874, 6.5443, 18.8085
Si, 7.3043, 9.79, 15.789
Si, 6.658, 9.9647, 20.1924
Si, 0.2822, 7.5119, 25.0496
Si, 0.4693, 8.6455, 20.3709
Si, 6.037, 10.1719, 25.2724
Si, 10.1439, 8.9761, 22.8261
Si, 7.5369, 3.0856, 14.5251
Si, 3.0689, 6.5993, 23.6867
Si, 4.6541, 8.9533, 14.7565
Si, -3.0838, 1.4125, 19.9974
Si, 1.0712, 3.0182, 22.9407
Si, 0.3388, 8.3801, 28.0404
Si, 7.6085, 4.0439, 21.2159
Si, 10.8451, 2.3658, 25.107
Si, 2.673, 4.1822, 25.1766
Si, 11.915, 7.9066, 13.9133
Si, 5.5097, 3.0847, 28.3651
Si, 5.0698, 3.7143, 19.4382
Si, 8.368, 1.6604, 17.0547
Si, 7.6535, 7.816, 18.2432
Si, 5.6057, 9.1745, 28.0923
Si, 5.6394, 8.2863, 22.767
Si, 4.802, 2.0168, 25.6408
Si, 3.8612, 13.1248, 21.6882
Si, 1.6471, 3.9644, 14.3464
Si, 4.3815, 0.8, 19.1664
Si, 1.0685, 3.3607, 27.5561
Si, 8.1913, 6.5253, 22.7523
Si, 2.491, 6.2339, 20.8109
Si, 10.4844, 6.4912, 18.7429
O, 5.662, 9.1499, 26.4754
O, 0.35, 26.2839, 13.4571
O, 9.7375, 1.1784, 25.2526
O, 4.1508, 3.544, 20.8018
O, 7.6837, 9.034, 19.3297
O, 6.01, 9.4117, 23.8594
O, 1.3126, 9.9014, 19.7625
O, 6.0816, 2.7925, 24.9755
O, 12.0583, 8.3351, 26.4338
O, 5.8628, 9.079, 21.3309
O, 7.5865, -0.2575, 25.4466
O, 5.5493, 10.6003, 19.1642
O, 9.0946, 7.8198, 22.3615
O, 7.9683, 0.1919, 16.4466
O, 8.9659, 5.0874, 26.7547
O, 17.2554, 9.7969, 15.7486
O, 11.1302, 5.8651, 17.3742
O, 2.689, 5.7507, 22.3447
O, 3.9871, 6.6114, 20.2461
O, 11.1256, 9.2538, 21.5522
O, 4.6272, 4.9363, 18.4306
O, 0.1396, 1.9642, 23.7826
O, 3.4516, 2.7453, 25.0975
O, 3.6098, 5.4777, 24.7775
O, 7.779, 1.7517, 18.5715
O, 2.0948, 6.5505, 17.25
O, 7.6973, 2.8319, 16.1286
O, 9.3269, 10.2973, 23.3206
O, 1.8829, 9.2351, 17.2728
O, 6.3729, 6.8838, 18.66
O, 10.0584, 3.7552, 24.7582
O, 1.2416, 4.4661, 15.8556
O, 7.6969, 8.475, 16.7183
O, 13.3209, 5.0484, 19.9631
O, 7.7088, 1.4061, 23.4171
O, 6.7901, 3.777, 27.6076
O, 2.4178, 2.2828, 22.4065
O, 4.9491, 2.2669, 18.6689
O, 4.921, 0.4347, 25.2589
O, 0.1067, 2.533, 26.499
O, 11.186, 7.8951, 19.2119
O, 10.0706, 11.9128, 19.6617
O, 8.6464, 5.9189, 24.2016
O, 3.1406, 11.2807, 18.2302
O, 1.5569, 7.5676, 20.9164
O, 4.1503, 7.7358, 23.2011
O, 4.1445, 7.7909, 17.9735
O, 9.1711, 2.9939, 28.4941
O, 11.0387, 6.1438, 25.3688
O, 1.7457, 7.2772, 24.3682
O, 0.1448, 2.9907, 19.0673
O, 0.2394, 3.661, 21.6837
O, 6.5674, 4.1198, 19.9635
O, 6.6315, 6.996, 22.8396
O, 7.6211, 11.1923, 20.7472
O, 9.9927, 1.9184, 17.1916
O, 0.5303, 0.6082, 17.8968
O, 3.8002, 0.9106, 20.6852
O, 8.362, 5.459, 21.5121
O, 12.1809, 7.1092, 15.3008
O, 5.0934, 1.8609, 22.7107
O, 1.4591, 4.1286, 24.0806
O, 8.6069, 2.7869, 20.8891
O, -0.9107, 5.318, 19.8792
O, 8.9307, 6.8254, 18.4253
O, 6.8475, 3.7849, 22.6337
O, 11.0269, 8.4634, 24.0713
O, 2.0419, 4.352, 26.6715

Results
free energy: -176917.944 eV
free energy less fixed offsets of O -568.88, Si -635.61 eV per atom: -1.424 eV

Forces (eV/angstrom), in the order of the atoms: element, x, y, z
Si, 0.0046, 0.0589, -0.0014
Si, -0.0007, 0.0272, 0.0012
Si, -0.0018, 0.0553, 0.0045
Si, 0.0012, -0.0506, -0.001
Si, -0.0036, -0.0207, 0.0088
Si, 0.0009, -0.0538, -0.0028
Si, 0.0005, 0.0112, -0.0197
Si, 0.0006, 0.0311, 0.0027
Si, -0.0002, 0.0576, -0.001
Si, -0.0038, -0.0164, -0.0069
Si, -0.0015, -0.0339, 0.0102
Si, 0.0048, -0.0323, -0.0042
Si, 0.0076, 0.048, -0.0083
Si, 0.0109, -0.0038, 0.0208
Si, 0.007, 0.0691, -0.0262
Si, 0.0139, -0.0211, 0.0004
Si, 0.0037, -0.0063, 0.0229
Si, 0.0101, -0.0465, 0.0073
Si, 0.0104, 0.0137, -0.0011
Si, 0.014, 0.0158, 0.013
Si, 0.0081, 0.0332, -0.0053
Si, 0.0068, -0.064, -0.0122
Si, 0.0115, -0.0242, -0.0011
Si, 0.0078, -0.0385, 0.0042
Si, -0.0177, 0.0401, 0.0999
Si, 0.0006, 0.0363, -0.0833
Si, -0.0493, 0.0166, 0.1361
Si, -0.0023, -0.0936, 0.0513
Si, -0.0005, -0.0433, 0.0331
Si, -0.0693, -0.0495, 0.0084
Si, -0.0328, -0.0019, -0.2241
Si, -0.0121, -0.0038, 0.0613
Si, -0.0282, 0.0719, 0.0805
Si, -0.0322, -0.0297, -0.1625
Si, -0.017, -0.1164, -0.0444
Si, -0.034, -0.0236, -0.0847
Si, -0.0076, 0.054, 0.0043
Si, -0.0106, 0.0318, 0.0115
Si, -0.0054, 0.0396, -0.0094
Si, -0.0073, 0.033, -0.0411
Si, -0.0182, -0.0293, 0.0037
Si, -0.0039, -0.0626, 0.0172
Si, -0.0051, -0.017, -0.03
Si, -0.0182, 0.0356, 0.0001
Si, -0.0018, 0.0074, -0.0181
Si, -0.0161, -0.062, 0.0048
Si, -0.0046, -0.0172, -0.0065
Si, -0.0046, -0.0682, 0.0251
Si, 0.0234, -0.0229, 0.0278
Si, -0.0135, -0.0447, -0.0101
Si, 0.0705, -0.0142, 0.0046
Si, -0.0047, 0.0131, -0.0113
Si, -0.0091, 0.0327, -0.0138
Si, -0.0015, -0.0262, -0.0541
Si, 0.0032, -0.0234, -0.0097
Si, 0.0051, -0.0245, 0.0013
Si, 0.0117, -0.0155, -0.0029
Si, -0.0063, 0.0267, 0.0034
Si, -0.0093, 0.0392, 0.0015
Si, -0.0005, 0.0201, 0.0028
Si, 0.0023, 0.0157, 0.0116
Si, -0.0008, 0.0034, 0.004
Si, -0.0091, 0.0049, -0.0039
Si, 0.0186, -0.0011, 0.0066
Si, -0.015, -0.011, 0.0004
Si, -0.0039, -0.0023, 0.0068
Si, -0.0007, 0.0121, 0.0093
Si, -0.0064, 0.0042, -0.0005
Si, 0.0157, 0.0047, 0.0046
Si, -0.0032, 0.0085, -0.0211
Si, 0.0025, -0.0129, -0.0086
Si, -0.0113, -0.003, -0.0052
Si, 0.0128, 0.0002, 0.0029
Si, -0.008, 0.0047, -0.0016
Si, 0.0055, 0.0043, -0.0019
Si, 0.0007, -0.0022, -0.0062
Si, -0.0011, 0.0045, 0.001
Si, -0.0038, -0.0144, 0.0042
Si, -0.0081, 0.0088, -0.0002
Si, 0.0095, 0.0104, 0.0049
Si, 0.0026, 0.0099, -0.002
Si, 0.0023, -0.0055, -0.0043
Si, -0.0036, -0.0147, 0.003
Si, 0.0009, -0.0106, -0.0035
Si, 0.0005, 0.002, 0.0036
Si, 0.0008, -0.001, 0.0021
Si, -0.0024, 0.0081, 0.0065
Si, 0.0011, -0.0039, 0
Si, -0.0047, -0.004, -0.0012
Si, -0.0019, -0.0064, 0.0009
Si, -0.0027, -0.0005, -0.0022
Si, -0.0015, 0.0024, 0.0001
Si, 0.0013, 0.0042, -0.0018
Si, -0.0059, 0.0014, 0.0046
Si, 0.0022, -0.0009, 0.0044
Si, 0.0003, -0.0035, 0.002
Si, 0.0208, 0.116, -0.0424
Si, -0.0053, 0.0889, 0.0173
Si, 0.0488, 0.059, 0.0028
Si, 0.0141, -0.0244, -0.0173
Si, 0.0459, -0.008, 0.1375
Si, 0.0288, 0.0055, -0.1313
Si, 0.0133, 0.0199, -0.0344
Si, 0.0185, 0.0706, 0.1122
Si, 0.0693, 0.0508, -0.0165
Si, 0.0017, 0.0207, -0.0383
Si, 0.0282, -0.0493, 0.0393
Si, 0.0516, -0.0139, -0.0372
Si, 0.001, 0.0062, -0.0051
Si, 0.0037, 0.0007, 0.0005
Si, -0.0042, -0.0025, -0.0003
Si, 0.0011, -0.0008, 0.0024
Si, -0.0013, -0.003, 0.0025
Si, 0.0028, -0.0044, -0.0022
Si, 0.0001, -0.003, 0.0002
Si, -0.0004, 0.003, -0.004
Si, 0.002, 0.0037, -0.0033
Si, 0.0001, -0.0025, -0.0023
Si, 0.0012, -0.001, -0.0006
Si, -0.0018, -0.0043, 0.0035
Si, -0.0045, 0.0045, 0.001
Si, 0.0003, 0.004, 0.0042
Si, -0.0022, 0.0049, 0.0022
Si, 0.0025, -0.0094, 0.0051
Si, 0.0017, -0.0036, 0.0034
Si, -0.0004, 0.003, 0.0053
Si, -0.0026, 0.0088, -0.0035
Si, 0.0032, 0.0103, -0.0011
Si, -0.0006, 0.0125, 0.0036
Si, 0.0016, 0.005, 0.0086
Si, 0.0007, -0.0139, 0.0058
Si, -0.002, -0.0119, 0.0064
Si, -0.0006, 0.0186, -0.0084
Si, 0.005, 0.0113, -0.0051
Si, -0.006, 0.0034, -0.0047
Si, -0.0089, -0.0092, 0.0093
Si, 0.0036, -0.0147, -0.0006
Si, 0.0044, -0.0175, -0.0043
Si, 0.0017, -0.0007, -0.0066
Si, 0.0014, 0.0148, -0.0074
Si, -0.0141, 0.0086, -0.012
Si, 0.0184, 0.0003, 0.0058
Si, -0.0048, -0.0145, 0.0013
Si, -0.0053, -0.0162, -0.006
Si, -0.0083, -0.035, 0.0073
Si, 0.0106, -0.0192, 0.0069
Si, 0.0077, -0.0114, 0.0163
Si, 0.0074, 0.0089, 0.0158
Si, -0.012, 0.0146, 0.0067
Si, -0.0111, 0.0272, 0.0093
Si, 0.0067, -0.0288, -0.0333
Si, -0.0192, 0.0021, -0.0083
Si, 0.001, -0.0048, 0.0018
Si, -0.0041, 0.0196, 0.012
Si, 0.0048, 0.0007, 0.0055
Si, 0.0023, 0.0097, 0.0131
O, 0, 0.0102, -0.0052
O, -0.0027, -0.0026, 0.0004
O, -0.0025, 0.0042, -0.0088
O, -0.0004, 0.038, -0.0048
O, 0.0018, -0.0027, 0.0004
O, 0.0083, -0.0064, 0.0061
O, 0.0032, -0.0016, 0.0009
O, 0.0025, 0.0004, -0.0028
O, -0.0016, -0.008, -0.0107
O, 0.0046, -0.0082, -0.0085
O, -0.0012, -0.0073, -0.0062
O, 0.0017, 0.0029, -0.0042
O, 0.0023, -0.015, 0.01
O, -0.0021, 0.0016, 0.0066
O, 0.0014, -0.0169, 0.001
O, 0.0146, -0.0012, 0.0157
O, -0.0011, -0.0019, 0.0044
O, -0.0026, 0.0071, 0.0112
O, 0.0072, -0.011, 0.0079
O, -0.0009, -0.0006, 0.0127
O, 0.0059, -0.0038, 0.003
O, -0.007, 0.019, 0.0158
O, -0.0016, 0.0026, -0.0049
O, -0.0518, 0.0536, 0.0371
Si, -0.0012, 0.0009, 0.0031
Si, 0.0002, -0.0002, 0.0043
Si, 0.0129, 0.0137, -0.0161
Si, 0.0006, -0.0019, -0.0052
Si, -0.0013, 0.0003, 0.0054
Si, -0.0001, 0.0042, 0.0023
Si, -0.0005, -0.0017, -0.0039
Si, -0.0006, -0.0046, 0.0021
Si, -0.0009, 0.0015, -0.0051
Si, -0.0003, 0.0013, 0.0057
Si, -0.0025, -0.0029, 0.0082
Si, 0.0005, -0.0016, 0.0028
Si, -0.0004, 0.0029, -0.003
Si, -0.0019, -0.0012, 0.0027
Si, -0.0008, -0.0055, -0.0008
Si, -0.001, -0.001, -0.0015
Si, 0.0069, -0.0074, 0.0056
Si, -0.0008, 0.0012, -0.0059
Si, -0.0101, 0.0051, 0.0044
Si, -0.0001, -0.0007, 0.0033
Si, 0.0004, -0.0002, -0.001
Si, -0.0082, 0.0035, -0.006
Si, 0.0014, 0.0009, 0.0011
Si, 0, -0.0017, -0.0037
Si, -0.0019, -0.0005, -0.0059
Si, 0.0175, -0.0187, -0.0032
Si, -0.016, -0.0033, -0.0104
Si, 0.0003, -0.0009, 0.0045
Si, -0.0015, 0.0009, 0.0011
Si, 0.001, -0.0006, 0.0056
Si, -0.012, 0.0016, -0.0236
Si, -0.0012, -0.0013, -0.0008
Si, 0, -0.0035, -0.0105
Si, -0.0018, -0.0002, 0.001
Si, -0.0035, 0.0049, 0.0114
Si, 0.0015, -0.0018, 0.0052
Si, 0.0028, -0.0065, -0.0106
Si, -0.0002, -0.0005, -0.0009
Si, 0.0005, 0.0009, 0.0018
Si, 0.0005, -0.0014, 0.0039
O, -0.0016, -0.002, 0.0075
O, -0.0011, -0.0036, 0.0118
O, 0.0006, 0.0003, 0.004
O, -0.0004, -0.0018, 0.0008
O, -0.0012, -0.0006, -0.0007
O, -0.0002, 0, 0.0011
O, 0.0004, 0.0001, -0.0012
O, -0.0009, 0.0014, 0.0044
O, -0.0002, -0.0024, 0.0009
O, -0.0002, -0.0005, -0.001
O, 0.0013, -0.0003, 0.0039
O, -0.0005, -0.0002, -0.0006
O, -0.0003, -0.0007, 0.0017
O, -0.0007, -0.0004, -0.0019
O, -0.0045, -0.0032, 0.0112
O, 0.0075, -0.0003, -0.0046
O, -0.0008, -0.0019, -0.0001
O, 0, -0.0006, 0.0026
O, -0.0007, -0.001, -0.001
O, -0.0013, -0.0013, 0.0012
O, -0.0007, -0.0003, -0.0014
O, -0.0018, -0.0011, 0.003
O, -0.0001, -0.0015, 0.0044
O, 0.0004, -0.0001, 0.0041
O, -0.0003, -0.0013, 0.0008
O, -0.0034, -0.0017, -0.0027
O, 0.0014, -0.0011, 0
O, -0.0003, 0.0003, 0.003
O, -0.0005, 0.0015, 0.0005
O, 0.0002, -0.0007, -0.0013
O, -0.0003, -0.0013, 0.0034
O, 0.0003, -0.0037, -0.0071
O, -0.0017, 0.0027, -0.0044
O, -0.0005, -0.002, -0.0002
O, -0.0008, -0.0001, 0.0023
O, -0.0244, -0.0122, 0.0049
O, 0, 0.0001, 0.0011
O, -0.0002, -0.0007, -0.0017
O, -0.0032, 0.0037, 0.0047
O, 0, 0.0003, 0.0072
O, 0.0007, 0.0007, 0
O, -0.0009, -0.001, -0.0005
O, 0.0009, -0.0011, 0.0037
O, -0.0003, -0.0002, -0.0004
O, 0.0004, -0.0017, 0.0006
O, -0.0014, -0.0016, 0.0021
O, 0.0027, -0.0008, 0.0005
O, 0.0148, -0.0174, 0.0333
O, -0.0009, -0.001, 0.0041
O, 0, -0.0019, 0.0024
O, 0.0002, -0.0003, -0.0009
O, -0.0006, -0.0006, 0.0005
O, -0.0002, -0.0004, 0.0003
O, 0.0007, -0.0018, 0.0021
O, -0.0006, -0.0007, -0.0012
O, 0.0009, -0.001, -0.0016
O, -0.0011, -0.0002, -0.0016
O, -0.0008, -0.0006, 0.0009
O, -0.0009, -0.0009, 0.0006
O, -0.0069, 0.0033, 0.0041
O, 0.0003, -0.0001, 0.0031
O, -0.0007, -0.001, 0.0029
O, -0.001, -0.0001, -0.0002
O, -0.0002, -0.0024, -0.0004
O, -0.0023, 0.0005, -0.0024
O, -0.0006, -0.0009, 0.0019
O, 0.0006, -0.0012, 0.003
O, -0.0004, 0.0002, 0.0059

The program warned: the cutoff lies below the one the program advises for these potential files; the exchange-correlation potential is rough where the density is thin.
